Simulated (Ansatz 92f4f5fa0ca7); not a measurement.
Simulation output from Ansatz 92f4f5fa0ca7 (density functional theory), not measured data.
Periodic cell of 237 atoms, Si146O90P1, from a study of silicon, its oxide and their interface. The atomic structure is a simulated model.
Doubt: the cutoff is far below the 930 eV that the study's wrapper takes by default for these files, so forces and energies are approximate.
This geometry differs little from another in the collection (a relaxation step or a small displacement).

Settings: functional PBE; potential files Ansatz PAW; basis plane waves; wave-function cutoff 580 eV; density cutoff ratio 5; exchange-correlation grid ratio 1; k mesh 1 x 1 x 1, Gamma-centred; self-consistency stop 5e-08 eV per atom in the density residual; occupations fixed; spin none; net charge +1 e, with a uniform compensating background and no finite-size correction.

Cell vectors (angstrom)
a	11.6015	0	0
b	0	10.938	0
c	0	0	32.0622

Atoms: element, x, y, z (angstrom)
Si	-0.1949	-0.062	23.2733
Si	3.6702	0.2055	23.1024
Si	7.5534	-0.1369	23.4484
Si	1.6868	1.3765	23.4188
Si	5.7365	1.4026	23.1868
Si	9.4425	1.227	23.361
Si	0.162	5.3122	23.4632
Si	4.1279	5.2955	23.3994
Si	8.0386	5.6093	23.5507
Si	2.1613	6.5783	23.3718
Si	5.9727	6.7671	23.4819
Si	10.0147	6.8695	23.6054
Si	1.9044	2.6668	25.39
Si	5.8347	2.6567	25.253
Si	9.6299	2.6858	25.2661
Si	11.5966	4.0042	25.3929
Si	3.8948	3.971	25.3309
Si	7.7453	4.0933	25.352
Si	1.9741	8.1534	25.1946
Si	5.7766	8.1709	25.3674
Si	9.7116	8.2663	25.4428
Si	11.6389	9.5617	25.2649
Si	3.8669	9.5877	25.0712
Si	7.6925	9.5209	25.4142
Si	11.6491	-0.0108	27.2093
Si	3.9041	-0.0536	27.1174
Si	7.7617	-0.0197	27.2956
Si	1.9865	1.3099	27.2878
Si	5.8324	1.3211	27.2011
Si	9.6958	1.3315	27.2114
Si	11.5898	5.4736	27.2415
Si	3.8482	5.4247	27.2207
Si	7.7154	5.4652	27.2727
Si	1.9369	6.823	27.1783
Si	5.7632	6.8001	27.2766
Si	9.6539	6.821	27.2979
Si	1.9435	2.7231	29.1866
Si	5.7974	2.7225	29.1265
Si	9.6794	2.7275	29.1455
Si	0.0125	4.095	29.1629
Si	3.8658	4.0898	29.1722
Si	7.7351	4.0855	29.1836
Si	1.9403	8.1914	29.1304
Si	5.7981	8.1861	29.1883
Si	9.6706	8.1937	29.2186
Si	0.005	9.5564	29.15
Si	3.8746	9.5582	29.1098
Si	7.7351	9.5512	29.2135
Si	0.0014	0.005	31.085
Si	3.8609	0.0098	31.0558
Si	7.7306	0.0166	31.1202
Si	1.9298	1.3726	31.1188
Si	5.7921	1.376	31.0677
Si	9.6723	1.3723	31.0945
Si	0.0082	5.468	31.096
Si	3.8712	5.4743	31.1024
Si	7.7406	5.4553	31.1258
Si	1.9385	6.8355	31.0854
Si	5.807	6.8276	31.1173
Si	9.6749	6.8239	31.1434
Si	1.9295	2.7563	0.9887
Si	5.7858	2.7475	0.9404
Si	9.6775	2.7368	0.9832
Si	-0.0015	4.1225	0.9732
Si	3.8563	4.1253	0.9838
Si	7.7375	4.1022	1.0079
Si	1.9314	8.235	0.9532
Si	5.7973	8.2258	0.9632
Si	9.665	8.2183	1.0023
Si	-0.0081	9.592	0.9705
Si	3.8652	9.5956	0.9487
Si	7.736	9.5816	0.9837
Si	11.6239	0.0277	2.9092
Si	3.8418	0.0183	2.9056
Si	7.7384	0.0155	2.9042
Si	1.9338	1.4111	2.9296
Si	5.809	1.3601	2.8459
Si	9.6612	1.377	2.9349
Si	11.5633	5.5188	2.8959
Si	3.8855	5.507	2.9319
Si	7.7348	5.5104	2.9266
Si	1.9181	6.8355	2.8732
Si	5.8142	6.8694	2.886
Si	9.6515	6.9044	2.97
Si	1.9097	2.8304	4.8376
Si	5.8383	2.7221	4.7476
Si	9.5928	2.8002	4.8311
Si	11.5378	4.1323	4.7915
Si	3.918	4.0938	4.8316
Si	7.7138	4.2095	4.8917
P	1.8903	8.1471	4.8089
Si	5.7941	8.2433	4.7975
Si	9.6506	8.2993	4.9206
Si	11.6296	9.6474	4.8829
Si	3.8052	9.4946	4.8016
Si	7.7122	9.6926	4.8989
Si	11.5982	0.2276	6.787
Si	3.7305	-0.0522	6.6799
Si	7.7063	0.0559	6.9284
Si	2.035	1.5134	6.7799
Si	5.707	1.2788	6.6188
Si	9.6378	1.5291	6.8196
Si	11.4958	5.5046	6.6956
Si	4.0051	5.4336	6.7846
Si	7.7369	5.6587	6.8433
Si	1.9709	6.6346	6.6554
Si	5.8235	6.9825	6.7655
Si	9.7363	7.0469	6.9368
O	9.9959	7.9729	8.3153
O	7.6689	9.9346	8.231
O	7.388	4.7248	8.1718
O	3.3667	10.3629	8.2257
O	2.0306	7.5852	7.9883
O	3.9658	4.5918	8.2372
O	9.8311	2.448	8.2001
O	2.5832	2.3444	8.1422
O	11.4179	4.5954	8.0776
O	5.3157	2.3627	7.8058
O	5.8156	7.9889	8.0932
O	11.2611	10.3397	8.1629
O	11.2781	10.0869	21.8
O	3.2238	10.7171	21.5313
O	5.7838	7.7613	22.1599
O	4.2253	4.4464	21.9547
O	7.6826	9.681	22.1962
O	10.3259	7.6731	22.1901
O	1.6179	2.403	22.1179
O	5.949	2.435	21.8831
O	8.4487	4.7039	22.2192
O	-0.0695	4.4508	22.0437
O	2.3415	7.3575	21.9279
O	9.1257	1.8806	21.8685
Si	1.9143	7.7999	9.5914
Si	5.0392	0.5795	17.6924
Si	2.4886	5.4199	14.0102
Si	10.559	3.8578	14.0466
Si	8.2746	2.393	15.263
Si	9.5496	2.2455	20.341
Si	10.5333	3.6538	9.0768
Si	0.0417	2.3115	11.5713
Si	11.0273	8.1247	15.3944
Si	5.1611	6.9357	13.9962
Si	5.7521	2.6165	11.1272
Si	8.5821	7.6724	19.3901
Si	8.121	4.8483	20.632
Si	5.9152	9.5871	15.2077
Si	2.1142	7.6325	20.3421
Si	1.927	4.889	18.7852
Si	4.499	3.4434	18.0181
Si	8.508	8.9255	16.8129
Si	0.8349	9.4744	13.3028
Si	9.911	10.6584	11.7412
Si	5.3544	3.7056	21.0189
Si	0.5814	5.5192	16.2593
Si	10.7685	9.16	9.1647
Si	6.5678	8.8948	21.2888
Si	7.1222	7.1066	11.5005
Si	2.6786	0.7328	12.2343
Si	10.8925	8.6812	21.0442
Si	6.04	4.3335	15.6405
Si	7.0802	0.4932	12.9869
Si	4.0344	2.9837	8.6058
Si	0.8767	6.7424	11.8777
Si	6.5762	9.0491	9.0918
Si	0.6688	3.29	21.1445
Si	9.8087	6.5041	12.8835
Si	7.7195	4.5312	9.7588
Si	3.985	10.0716	20.2215
Si	4.2625	3.042	13.5378
Si	3.8622	10.0143	9.7547
Si	8.0601	0.7805	18.0338
O	11.5134	3.2197	12.9016
O	9.3471	4.4655	9.8613
O	8.8075	3.6077	19.8598
O	4.039	-0.0621	18.8134
O	11.3224	4.5383	15.302
O	9.8486	9.7834	10.3497
O	3.7715	1.5345	13.145
O	0.6642	9.0406	14.8635
O	6.4783	0.9685	18.3854
O	4.7603	3.1693	19.6106
O	6.2485	1.1806	11.7463
O	0.5578	8.6655	9.8408
O	5.6486	4.3197	17.2341
O	8.4505	7.2085	12.4034
O	4.4057	2.6438	10.1568
O	2.0602	5.6548	15.5619
O	3.3848	0.0555	10.9348
O	5.8894	7.217	12.5526
O	2.3006	6.3539	19.372
O	0.6552	4.927	17.7695
O	8.4161	10.7016	12.3841
O	5.4798	10.0825	9.6956
O	0.5991	8.1955	20.2087
O	9.7624	2.602	14.6786
O	2.0088	10.5837	13.2331
O	9.9412	9.1002	16.0806
O	6.1443	10.3538	13.7781
O	7.4506	1.6055	14.1085
O	1.6478	3.9214	20.0402
O	5.9028	5.7985	14.9242
O	7.334	8.9401	15.6977
O	1.5167	1.6614	11.6048
O	7.1994	8.2866	10.3739
O	4.3299	1.9897	17.2844
O	7.0348	3.1591	10.2843
O	11.5363	7.002	16.4443
O	8.2999	10.1438	17.8341
O	3.278	8.529	10.0841
O	7.5885	3.8496	15.5163
O	3.1427	4.3066	17.8969
O	2.899	3.8888	13.6972
O	1.331	8.2079	12.4179
O	1.2179	5.6743	13.0356
O	4.9683	8.3075	14.8603
O	11.1718	2.3922	20.3396
O	10.9845	9.9998	12.7691
O	5.2892	3.5782	12.3679
O	5.0859	3.2074	14.9244
O	6.4895	4.8033	20.57
O	8.3953	1.5725	16.6555
O	10.4161	1.2407	11.445
O	10.872	6.6129	11.6387
O	3.2557	8.6748	19.8557
O	1.7005	6.4478	10.4848
O	7.1643	8.2073	19.9627
O	8.5062	7.5876	17.7586
O	3.6761	6.4292	13.6026
O	9.5697	4.9541	13.3314
O	5.5142	9.9935	20.763
O	10.3538	7.3545	14.1382
O	8.7798	6.1698	19.9713
O	7.0888	5.7113	10.6655
O	5.2621	10.5455	16.3775
O	9.0547	1.1491	19.2605
O	11.593	3.1681	10.1889
O	9.7405	8.7111	19.8947

Results
free energy: -144757.739 eV
free energy less fixed offsets of O -568.88, P -755.39, Si -635.61 eV per atom: -4.089 eV

Forces (eV/angstrom), in the order of the atoms: element, x, y, z
Si	0.0003	-0.0067	0.0088
Si	-0.0078	-0.005	0.0155
Si	0.0015	0.0008	0.0029
Si	0.0138	0.0038	0.0124
Si	0.002	-0.0024	0.0109
Si	-0.0025	0.0042	0.0121
Si	0.0039	0.008	0.0127
Si	-0.0152	0.0028	0.0235
Si	-0.0003	0.014	0.0143
Si	0.0054	-0.0073	0.0119
Si	0.002	-0.0126	0.0051
Si	-0.0126	-0.0077	0.0151
Si	-0.0056	-0.0104	-0.0016
Si	-0.0033	-0.0092	0.0028
Si	0.002	-0.0036	-0.0065
Si	0.0012	0.0088	-0.01
Si	0.0083	0.0103	-0.0157
Si	-0.001	-0.0006	-0.0178
Si	-0.0054	-0.0172	-0.0105
Si	0.0052	-0.0094	-0.0115
Si	0.0065	-0.0074	-0.0228
Si	0.0027	0.0146	0.0016
Si	0.0008	0.0118	-0.0024
Si	-0.0068	0.0077	0.0001
Si	0.0064	-0.0032	0.0023
Si	-0.0003	-0.006	0.0103
Si	-0.0053	0.0043	-0.0023
Si	-0.0026	0.0036	-0.0024
Si	0.0056	0.0011	0.0041
Si	-0.0043	-0.0025	0.0056
Si	-0.0012	-0.0064	-0.003
Si	0.0025	-0.006	0.001
Si	-0.0028	0.0019	-0.0008
Si	0.0026	0.0178	0.007
Si	-0.0116	0.0051	0.0036
Si	0.0103	-0.002	0.0054
Si	0.0157	-0.0038	-0.0031
Si	-0.0016	-0.0005	-0.0155
Si	0.0086	0.0022	-0.0167
Si	-0.0079	0.0072	0.0095
Si	-0.0075	0.0043	0.0081
Si	-0.0049	-0.0028	0.0153
Si	-0.0018	-0.0117	-0.0039
Si	-0.0078	0.0007	0.0161
Si	-0.0096	0.0064	0.0178
Si	0.0019	-0.0004	-0.0137
Si	0.0104	-0.0044	-0.0273
Si	0.0088	-0.0015	0.0077
Si	0.0047	0.0016	0
Si	-0.0042	0.0095	0.0001
Si	-0.0022	0.0011	-0.0081
Si	-0.005	0.0033	-0.0025
Si	0.0123	-0.0047	0.0086
Si	-0.0083	-0.0059	0.0117
Si	-0.001	0.0038	0.0001
Si	0.0048	0.007	-0.008
Si	-0.0016	0.0127	0.007
Si	0.003	-0.001	-0.0057
Si	0.0012	-0.0074	-0.0043
Si	0.0006	-0.0136	-0.0063
Si	0.009	-0.0144	0.0014
Si	-0.002	0.002	-0.0082
Si	-0.0035	0.0004	0.0045
Si	-0.0175	0.0081	-0.0011
Si	0.0055	0.0135	0.0076
Si	0.0098	-0.008	-0.0086
Si	-0.0043	0.0012	0.0106
Si	0.0033	0.0193	-0.0078
Si	0.0003	0.0241	0.0099
Si	-0.011	-0.0085	0.0103
Si	0.0062	-0.0109	0.0128
Si	0.0009	-0.0152	-0.0016
Si	-0.0162	0.0097	-0.0016
Si	-0.0028	0.0163	-0.0188
Si	0.0029	0.0208	0.0009
Si	0.003	0.003	0.0324
Si	0.0022	-0.0251	-0.0076
Si	0.0112	-0.0266	-0.0122
Si	-0.0256	-0.0164	0.0097
Si	0.0047	-0.0177	0.0077
Si	-0.0033	0.0103	-0.0019
Si	0.0147	0.0279	-0.0052
Si	-0.0052	-0.007	0.0028
Si	0.0065	-0.001	0
Si	-0.0097	0.0054	-0.0072
Si	0.0007	0.0338	0.0056
Si	-0.0131	0.0163	0.0069
Si	0.0107	-0.0112	-0.0142
Si	0.0031	-0.0114	-0.011
Si	0.0004	-0.0049	-0.0185
P	0.0276	-0.0232	0.0151
Si	0.0362	0.0078	-0.0152
Si	0.0139	0.0313	-0.016
Si	-0.0065	0.0132	0.033
Si	-0.0535	0.007	0.0419
Si	0.001	-0.0371	0.004
Si	-0.0372	0.0293	-0.0528
Si	0.0337	0.0314	-0.0671
Si	0.0126	0.0783	-0.0078
Si	0.0077	-0.0238	-0.0023
Si	-0.0532	-0.0761	0.0216
Si	0.064	-0.0697	-0.0073
Si	0.017	0.0088	-0.0084
Si	-0.0277	-0.0022	-0.0062
Si	-0.0306	0.0427	-0.0188
Si	0.0159	0.0405	-0.0018
Si	-0.0031	-0.0286	-0.016
Si	0.0318	-0.0384	-0.001
O	0.0012	0.0221	0.0067
O	-0.0211	-0.0438	0.0139
O	0.0023	-0.0185	0.0166
O	-0.0001	-0.03	0.0516
O	-0.0077	-0.0109	-0.0271
O	0.0111	-0.0252	0.014
O	0.006	0.0553	0.0137
O	0.0194	0.0238	0.0079
O	-0.0249	-0.0282	0.0165
O	0.0038	0.0317	-0.0028
O	0.0112	0.02	0.0029
O	-0.0333	-0.0638	0.0327
O	-0.004	-0.0198	0.0032
O	0.0062	-0.0118	-0.0116
O	0.0115	0.0305	-0.0008
O	0.0187	-0.0216	-0.0073
O	-0.0084	-0.0158	0.0074
O	0.0061	0.0241	-0.003
O	-0.0132	0.0151	0.0042
O	-0.0018	0.0209	0.0002
O	-0.0014	-0.0133	-0.0084
O	0.0035	-0.0249	-0.0013
O	-0.0027	0.01	-0.0212
O	0.0007	0.0128	-0.0095
Si	0.01	0.0257	0.0454
Si	-0.0046	-0.0012	-0.0115
Si	-0.0136	0.0019	0.0366
Si	0.0041	0.0015	0.0278
Si	-0.0024	-0.0057	0.0219
Si	0.0036	0.0018	-0.0169
Si	-0.0084	-0.0167	-0.0185
Si	-0.0043	-0.002	0.0371
Si	-0.0117	0.0008	0.0186
Si	0.0041	-0.0029	0.0326
Si	-0.0071	0.007	0.0381
Si	0.0019	-0.0027	-0.0225
Si	-0.0006	-0.0012	-0.0233
Si	0.0015	0.0047	0.0218
Si	-0.0082	0.0072	-0.0096
Si	0.0051	-0.0021	-0.0129
Si	-0.0072	0.0038	-0.0061
Si	-0.0023	-0.0004	0.0018
Si	-0.0003	0.0084	0.0379
Si	0.0007	0.0016	0.0437
Si	-0.0087	0.0029	-0.0047
Si	0.0035	-0.0055	0.0094
Si	0.0281	0.0262	-0.0211
Si	-0.0047	-0.0073	-0.0145
Si	0.0008	-0.0002	0.0364
Si	0.0054	-0.007	0.0373
Si	0.0081	0.0052	-0.012
Si	-0.0021	0.0008	0.0176
Si	-0.003	0.0023	0.0375
Si	-0.0024	-0.0017	-0.0268
Si	0.0124	-0.0075	0.0504
Si	-0.0007	0.0301	0.0094
Si	-0.0001	0.008	-0.0161
Si	-0.0139	-0.0006	0.0468
Si	0.0124	-0.0172	0.033
Si	-0.0071	-0.0029	-0.0095
Si	0.0082	-0.0019	0.0347
Si	-0.0125	0.0012	-0.0087
Si	0.0073	0.0009	-0.0171
O	-0.0044	0.0068	-0.0071
O	-0.0183	0.0127	-0.0158
O	0.0007	-0.0027	0.0184
O	0.0045	0.0094	0.0017
O	-0.0027	-0.0033	-0.0065
O	-0.0188	0.012	0.0038
O	0.002	0.006	-0.0189
O	0.0038	-0.0026	-0.0085
O	-0.0015	-0.0035	0.0126
O	-0.0078	-0.0054	-0.0078
O	0.0056	-0.0072	-0.0227
O	0.0127	-0.0052	-0.0247
O	0.0063	0.0027	0
O	0.0106	-0.0016	-0.0186
O	0.015	-0.0054	0.0101
O	0.0025	0.0013	-0.0117
O	-0.0095	0.0202	-0.0034
O	-0.0042	0	-0.0187
O	-0.0018	-0.0106	0.0108
O	-0.0089	0.0028	-0.0018
O	-0.0049	0.0013	-0.0231
O	0.0036	-0.0036	-0.0166
O	0.0048	-0.0048	0.0144
O	-0.0018	0.0003	-0.0162
O	-0.0058	-0.0043	-0.0174
O	0.0067	-0.0047	-0.0067
O	0.0007	-0.0029	-0.0171
O	-0.0011	0.0047	-0.0105
O	0.0095	0.0101	0.0031
O	-0.0033	0.0008	-0.0117
O	-0.004	0.002	-0.0054
O	-0.0005	-0.0024	-0.0284
O	0.0052	-0.0201	-0.0031
O	0.0004	-0.0031	0.0045
O	-0.0049	-0.0019	-0.0165
O	-0.0012	0.0024	-0.0036
O	0.0014	-0.0015	0.0074
O	-0.0145	-0.0195	-0.0275
O	-0.0017	-0.0021	-0.0072
O	0.0047	-0.0043	0.0069
O	0.0006	0.0023	-0.02
O	-0.0002	0.0049	-0.029
O	0.0035	-0.0014	-0.0213
O	-0.0051	-0.0016	-0.0132
O	-0.0062	-0.0054	0.015
O	0.0092	-0.0023	-0.014
O	-0.0033	0.0021	-0.0126
O	-0.0034	-0.002	-0.0094
O	0.002	-0.0004	0.0151
O	0.0009	0.0091	-0.006
O	0.003	-0.004	-0.0278
O	-0.004	0.0017	-0.0242
O	0.0039	0.0009	0.0156
O	-0.0027	0.0024	-0.0265
O	0.0049	-0.0022	0.0104
O	-0.0028	0.0021	-0.0065
O	0.0033	0.0012	-0.018
O	0.0047	0.0011	-0.0232
O	-0.009	0.003	0.0156
O	0.0048	-0.0019	-0.0213
O	0.0014	0.0097	0.0158
O	-0.0051	0.0166	-0.0166
O	0.0028	-0.0073	-0.0063
O	-0.0096	-0.0086	0.0068
O	0.0165	-0.0062	-0.0012
O	-0.0139	-0.0051	0.0078

The program warned: the cutoff lies below the one the program advises for these potential files; the forces do not sum to zero within the program's tolerance; the exchange-correlation potential is rough where the density is thin.
